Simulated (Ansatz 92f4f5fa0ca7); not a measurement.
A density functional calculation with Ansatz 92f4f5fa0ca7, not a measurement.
Periodic cell of 226 atoms, Si133O92B1, from a study of silicon, its oxide and their interface. The atomic structure is a simulated model.
Doubt: the cutoff is far below the 930 eV that the study's wrapper takes by default for these files, so forces and energies are approximate.
This geometry differs little from another in the collection (a relaxation step or a small displacement).

Settings
functional: PBE
potential files: Ansatz PAW
basis: plane waves
wave-function cutoff: 580 eV
density cutoff ratio: 5
exchange-correlation grid ratio: 1
k mesh: 1 x 1 x 1, Gamma-centred
self-consistency stop: 5e-08 eV per atom in the density residual
occupations: fixed
spin: none
net charge: -1 e, with a uniform compensating background and no finite-size correction

Cell vectors (angstrom)
a  10.938  0  0
b  0  10.938  0
c  0  0  31.9494

Atoms: element, x, y, z (angstrom)
Si  10.6239  0.0024  24.4407
Si  5.0745  0.1255  24.6941
Si  2.8125  2.2981  24.5648
Si  8.5665  2.4332  24.5842
Si  10.7024  5.5871  24.3616
Si  5.153  5.6137  24.4737
Si  2.9864  7.9509  24.4271
Si  8.4107  7.8311  24.4448
Si  1.2825  1.1328  25.8731
Si  6.8167  1.3279  25.7719
Si  3.9807  4.0166  25.7643
Si  9.6813  4.0193  25.8769
Si  1.3369  6.7946  25.6938
Si  6.7975  6.7204  25.7793
Si  3.9997  9.461  25.9828
Si  9.4809  9.4424  25.8254
Si  2.6351  -0.133  27.318
Si  8.1465  -0.0649  27.1833
Si  0.0642  2.6538  27.2515
Si  5.4473  2.7197  27.1418
Si  2.6653  5.4262  27.1482
Si  8.1859  5.3657  27.1613
Si  0.012  8.155  27.1563
Si  5.5053  8.1332  27.2213
Si  4.0854  1.3268  28.5312
Si  9.5418  1.3159  28.5683
Si  1.3889  4.0646  28.5952
Si  6.8038  4.0576  28.5556
Si  4.0776  6.7775  28.5508
Si  9.5578  6.7794  28.5018
Si  1.291  9.4802  28.6602
Si  6.8195  9.5384  28.5926
Si  -0.0149  -0.0156  29.9856
Si  5.4513  -0.0142  29.9357
Si  2.7699  2.7174  29.9369
Si  8.1572  2.6987  29.9313
Si  -0.0193  5.4417  29.9127
Si  5.4516  5.422  29.9411
Si  2.7401  8.1743  29.9664
Si  8.2244  8.1731  29.9011
Si  1.4208  1.3597  31.326
Si  6.7711  1.3827  31.3326
Si  4.1302  4.0372  31.3463
Si  9.5444  4.0829  31.2747
Si  1.3556  6.8121  31.2945
Si  6.8267  6.8415  31.2644
Si  4.0702  9.616  31.3379
Si  9.552  9.5465  31.3083
Si  2.8922  0.1763  0.8516
Si  8.19  0.0152  0.6805
Si  0.0201  2.7535  0.6882
Si  5.3275  2.5962  0.8731
Si  2.7393  5.4531  0.6874
Si  8.1841  5.4732  0.6845
Si  0.0339  8.2323  0.7214
Si  5.4806  8.2369  0.6943
B  4.0995  1.3965  2.073
Si  9.5999  1.3624  2.034
Si  1.4115  4.0919  2.0753
Si  6.7918  4.1064  2.034
Si  4.0952  6.8566  2.0348
Si  9.5772  6.8483  2.0677
Si  1.4212  9.6699  2.0474
Si  6.7878  9.6785  2.0632
Si  0.0391  0.0444  3.464
Si  5.3249  0.2006  3.2799
Si  2.8775  2.6213  3.2388
Si  8.2492  2.7883  3.3293
Si  0.0498  5.5007  3.4582
Si  5.4725  5.5238  3.4175
Si  2.739  8.2563  3.3858
Si  8.2214  8.3155  3.3699
Si  1.4329  1.475  4.7703
Si  6.8583  1.4707  4.6559
Si  4.0491  4.1105  4.6878
Si  9.6057  4.0831  4.7582
Si  1.3689  6.9767  4.8165
Si  6.8388  6.9952  4.7085
Si  4.1087  9.6328  4.7167
Si  9.6187  9.5889  4.8197
Si  2.76  0.0451  6.1038
Si  8.2693  0.1373  6.0373
Si  0.0536  2.8008  6.2453
Si  5.5165  2.8497  6.0381
Si  2.7591  5.5732  6.0799
Si  8.2598  5.6035  5.9334
Si  0.0504  8.3116  6.3453
Si  5.4925  8.3365  6.1628
Si  4.4291  1.1892  7.2947
Si  9.8109  1.1686  7.5532
Si  1.1868  4.5075  7.4644
Si  6.6345  4.561  7.2169
Si  4.3159  6.7256  7.4739
Si  9.7381  6.6157  7.4738
Si  1.2765  9.9576  7.6646
Si  6.7184  9.9765  7.3748
O  9.5832  1.2393  23.99
O  4.1038  6.8026  23.9521
O  4.005  1.2422  24.0671
O  9.5304  6.7011  23.9133
O  -0.0189  5.5445  7.9925
O  5.5725  0.1334  7.8956
O  0.0541  0.0973  8.1063
O  5.5319  5.646  7.8397
O  7.5712  4.0064  8.4446
O  8.7409  7.0488  8.7477
O  2.1688  9.4789  9.0232
O  8.8974  1.7128  8.8627
O  7.6123  9.4744  8.6813
O  3.6229  1.8234  8.5835
O  3.5781  7.2441  8.8927
O  2.0746  4.02  8.7877
O  8.1393  3.4782  23.3652
O  0.4401  4.9279  22.9687
O  1.9056  2.738  23.2549
O  5.8271  4.9054  23.1338
O  5.5147  10.0141  23.502
O  2.4441  8.685  23.0326
O  0.1898  10.0732  23.0956
O  7.7739  8.5727  23.0952
Si  8.6596  7.6996  18.4475
Si  8.7919  6.3535  13.6219
Si  3.7998  1.5406  14.7139
Si  2.1367  5.7436  17.6314
Si  2.4139  3.1414  19.5068
Si  9.8159  9.0265  12.0626
Si  1.3304  9.4192  22.0969
Si  9.1768  0.9629  13.1898
Si  1.4289  5.0537  13.0179
Si  1.8004  8.2525  12.7873
Si  6.6477  9.5589  22.4462
Si  4.5295  4.6003  15.7004
Si  8.2104  3.0346  9.549
Si  0.8429  8.2463  19.2722
Si  6.9534  1.3479  21.0993
Si  8.2266  8.3176  9.6426
Si  10.8937  5.1993  15.603
Si  7.5721  9.4947  16.3121
Si  9.9325  2.0567  20.3041
Si  3.2108  8.5195  9.8748
Si  6.6951  3.3543  17.4158
Si  1.1671  0.2059  19.8143
Si  3.2461  2.8224  12.2736
Si  7.216  5.3983  19.6996
Si  5.7491  8.6646  11.522
Si  5.7931  6.0701  13.1871
Si  4.6379  9.7091  17.6197
Si  1.0191  3.5951  22.1969
Si  4.8996  1.485  18.8091
Si  3.2036  3.0902  9.4874
Si  6.4549  10.8115  13.7788
Si  10.3544  0.1156  15.9643
Si  5.6746  3.6545  11.1326
Si  9.8427  3.8935  11.8893
Si  2.3492  9.9224  15.5265
Si  6.0778  8.1319  19.8088
Si  6.9317  3.9702  22.3945
Si  9.7573  2.7744  17.3687
O  7.202  6.3752  13.9673
O  1.883  7.0568  18.6801
O  10.2968  4.0248  16.5179
O  6.1717  9.9605  17.05
O  10.152  0.7094  14.4652
O  8.446  6.1195  18.8709
O  5.1753  0.6813  14.4216
O  5.7193  2.0609  17.5305
O  8.3457  1.9398  20.543
O  1.9972  4.297  18.4117
O  6.9793  2.7984  10.6294
O  4.8813  2.71  12.2049
O  6.0292  4.3947  16.3482
O  4.5705  3.9271  9.9285
O  10.6913  2.7704  21.5596
O  9.7261  6.1526  14.9629
O  6.0084  6.4953  19.8452
O  4.0862  0.1746  18.275
O  9.2614  10.5476  12.2768
O  2.8626  4.3621  12.7005
O  1.9126  10.6978  21.2177
O  3.9928  2.7203  19.3932
O  0.7366  10.0427  15.953
O  1.2777  9.8026  18.8406
O  1.7146  1.6607  19.2814
O  8.946  10.3825  16.4875
O  4.8784  8.5891  18.791
O  9.5668  8.7598  10.4753
O  6.7438  4.0971  18.8606
O  2.8508  1.7266  13.3872
O  5.8307  8.7807  21.2705
O  2.5491  2.4625  10.8554
O  7.6091  4.85  21.1842
O  5.2173  7.4756  12.5438
O  0.4344  9.0653  12.4847
O  7.5857  1.0511  13.5758
O  7.109  9.6272  14.7414
O  8.9833  5.0237  12.6922
O  8.0943  8.0346  16.9161
O  6.2134  2.5749  21.8987
O  2.4605  9.0655  14.0922
O  0.4278  4.4818  11.864
O  0.8146  8.3178  20.9411
O  9.3917  3.829  10.3376
O  9.6588  2.3826  12.5268
O  7.6226  8.569  19.3947
O  2.552  8.1643  11.3396
O  3.9868  3.056  15.3665
O  0.8499  4.4938  14.438
O  10.0576  2.9953  18.9594
O  9.1548  7.798  12.9381
O  10.5133  0.5352  20.0793
O  6.0421  5.0363  11.9289
O  8.1551  2.7518  17.0219
O  3.5308  5.4742  16.7223
O  4.6615  9.13  10.3771
O  1.5357  6.6757  13.1678
O  4.7692  5.4923  14.3397
O  2.0403  3.8521  20.9331
O  10.5462  1.404  16.9513
O  0.9423  6.0652  16.562
O  7.3434  10.9476  21.9361
O  5.9322  0.9087  19.9218
O  6.0722  10.02  12.397
O  2.8489  0.5462  15.5804
O  7.0571  8.0145  10.7617
O  10.2461  8.0161  18.6928
O  3.4529  9.2033  16.5666

Results
free energy: -137022.776 eV
free energy less fixed offsets of B -154.04, O -568.88, Si -635.61 eV per atom: 4.354 eV

Forces (eV/angstrom), in the order of the atoms: element, x, y, z
Si  0.0034  0.0044  0.0244
Si  -0.0029  0.0047  0.0167
Si  0.002  -0.0032  0.018
Si  0.0005  -0.0039  0.0192
Si  -0.0042  0.001  0.0212
Si  -0.0021  0.0017  0.021
Si  0.0004  -0.0022  0.0233
Si  0  -0.0052  0.0212
Si  0.0008  -0.0009  -0.0043
Si  0.0046  -0.0002  -0.0065
Si  0.0006  0.004  -0.0065
Si  0.0027  -0.0023  -0.0035
Si  0.0037  0.0005  -0.0081
Si  -0.0009  0  -0.004
Si  -0.0003  0.0004  -0.0035
Si  0.0009  0.0017  -0.0074
Si  -0.0055  -0.003  -0.0009
Si  -0.0085  -0.0044  -0.0002
Si  0.004  0.0034  -0.0007
Si  0.0033  0.0032  -0.0064
Si  -0.0046  -0.0072  -0.0029
Si  -0.0038  -0.0017  -0.0049
Si  -0.0026  -0.0006  -0.0025
Si  0.0021  0.0011  -0.0012
Si  -0.0073  -0.0064  0.0055
Si  0.0023  0.0042  0.0042
Si  -0.01  0.0014  -0.0089
Si  0.0008  0.0037  -0.0018
Si  0.003  0.0096  0.0051
Si  -0.0038  0.0032  0.0046
Si  0.0092  0.0095  -0.0153
Si  -0.0027  0.0022  -0.0086
Si  -0.0062  0.0086  0.0035
Si  0.0025  0  -0.003
Si  0.0026  -0.0056  -0.0014
Si  0.0059  -0.0054  0.0003
Si  0.0039  0.0001  0.0004
Si  -0.0038  0.0016  0.0002
Si  0.0073  -0.0116  0.0027
Si  0.0038  -0.0052  -0.0003
Si  -0.0002  -0.0063  -0.0026
Si  -0.0019  0.0012  -0.0032
Si  0.0062  0.0036  -0.0009
Si  -0.0015  -0.0001  0.0011
Si  -0.0022  0.0021  -0.0001
Si  0.0007  -0.0009  0.0003
Si  -0.0035  0.0025  -0.0012
Si  0.0009  -0.0016  0.0006
Si  0.0166  0.0244  0.033
Si  0.0032  -0.0023  -0.0011
Si  -0.0021  0.0044  0.0005
Si  -0.0244  -0.0147  0.0361
Si  -0.0014  0.0006  -0.0002
Si  -0.0009  0.0011  0.0043
Si  0.0011  -0.0004  0.0061
Si  0.0051  -0.004  -0.0002
B  0.0499  -0.05  -0.096
Si  0.0064  -0.003  -0.0005
Si  -0.0012  -0.0021  -0.0015
Si  -0.004  0.0088  -0.0119
Si  -0.0046  0.0039  0.0001
Si  0.0041  -0.0028  -0.0065
Si  -0.0077  0.0008  -0.011
Si  -0.0106  0.0055  -0.0061
Si  -0.0058  -0.0051  -0.0036
Si  -0.0118  0.0079  0.0177
Si  -0.0379  0.0371  0.0404
Si  -0.0009  -0.0007  0.0186
Si  -0.0067  0  -0.0022
Si  0.007  -0.0054  0.0015
Si  0.0014  -0.0087  0.0073
Si  -0.0019  -0.0169  0.0131
Si  0.0063  0.0099  -0.003
Si  0.003  -0.0014  -0.0082
Si  -0.0033  -0.0016  -0.0034
Si  -0.0047  0.0017  -0.0007
Si  0.0028  0.0069  0.0023
Si  0.008  0.0044  0.0008
Si  0.0089  0.0021  -0.0047
Si  0.0042  0.0012  0.0066
Si  -0.0034  -0.0098  0.018
Si  0.0018  0.003  0.01
Si  -0.0018  0.001  0.0081
Si  0.0074  0.0055  0.0153
Si  -0.0026  0.0015  0.0099
Si  0.0011  0.0026  0.0005
Si  -0.0033  -0.003  0.0049
Si  -0.0045  -0.0015  0.0105
Si  0.0012  -0.0006  -0.0268
Si  -0.0004  -0.0064  -0.0215
Si  -0.003  0.0055  -0.0229
Si  -0.0123  -0.0057  -0.0283
Si  0.0059  0.0023  -0.025
Si  0.0071  0.0002  -0.0265
Si  0.0044  0.0043  -0.0335
Si  -0.0013  -0.0054  -0.0273
O  -0.0031  0.0006  -0.0053
O  0.0008  -0.002  -0.0054
O  0.0003  -0.0013  -0.0053
O  0.0009  -0.0007  -0.0061
O  -0.0019  -0.0001  0.0097
O  -0.0038  0.0059  0.0065
O  0.004  -0.0016  0.0083
O  0.008  -0.0055  0.0102
O  0.0059  -0.0037  0.0128
O  -0.008  0.0067  0.0133
O  0.0085  -0.0077  0.0158
O  -0.0089  0.0106  0.0102
O  0.007  -0.0067  0.014
O  -0.0035  0.0078  0.0124
O  -0.007  0.0079  0.0129
O  0.0087  -0.0065  0.011
O  -0.0055  0.0046  -0.0087
O  0.0069  -0.0087  -0.0118
O  -0.0058  0.0047  -0.0103
O  0.0085  -0.0083  -0.0119
O  0.0049  -0.0035  -0.0072
O  -0.0065  0.0063  -0.0126
O  0.0074  -0.008  -0.0148
O  -0.0079  0.0093  -0.0112
Si  -0.0001  0  0.0025
Si  -0.0002  -0.0004  -0.0031
Si  0.0004  -0.001  -0.0019
Si  -0.0005  -0.0002  0.0018
Si  -0.0006  0.0001  0.0039
Si  0.0004  0.0006  -0.0038
Si  -0.0012  -0.0002  0.0098
Si  0.0007  0.0002  -0.0031
Si  -0.0003  0.0004  -0.0027
Si  0.0009  0.001  -0.0043
Si  0.0029  -0.0037  0.0055
Si  0.0004  0.0003  -0.0007
Si  0.0032  -0.0052  -0.0082
Si  -0.0001  0.0007  0.0044
Si  0.001  0.0001  0.0017
Si  -0.0002  -0.0002  -0.0082
Si  -0.0007  0.0001  -0.001
Si  0  -0.0005  -0.0003
Si  0.0002  0.0003  0.0036
Si  -0.0045  -0.001  -0.0113
Si  0.0007  0.0006  0.0014
Si  0.0005  -0.0004  0.0035
Si  -0.0015  0.0002  -0.0022
Si  0  -0.0005  0.0036
Si  -0.0009  0.0005  -0.003
Si  0.0002  0.0003  -0.0031
Si  0  -0.0009  0.0017
Si  -0.0002  0.0038  0.0094
Si  -0.0004  -0.0001  0.0031
Si  -0.0043  0.0004  -0.0076
Si  0.0002  -0.0005  -0.0031
Si  -0.0001  0.0002  -0.0012
Si  0.0005  0.0003  -0.0013
Si  -0.0015  -0.0003  -0.0042
Si  -0.0002  -0.0005  -0.0012
Si  0.0001  0.0005  0.0033
Si  -0.0021  0.0043  0.0065
Si  -0.0001  -0.0005  0.0015
O  -0.0002  -0.0001  0.0012
O  0.0005  -0.0011  -0.0015
O  -0.0004  0.0008  -0.0003
O  0.0006  -0.0001  -0.0005
O  -0.0001  -0.0001  0.001
O  -0.0001  0.0003  -0.0008
O  -0.0003  0.0005  0.0013
O  0.0003  0.0003  -0.001
O  0.0004  -0.0002  -0.0006
O  0.0003  0.0012  -0.0011
O  -0.0028  0.0012  0.0012
O  0.0002  -0.0004  0.0011
O  -0.0007  0.0001  -0.0005
O  0.0013  0.0002  0.0023
O  -0.0011  -0.0014  -0.0031
O  0.0002  -0.0001  0.0009
O  -0.0002  0  -0.0009
O  0  0  -0.0012
O  -0.0002  0.001  0.0023
O  0.0005  -0.0004  0.0005
O  -0.0001  0.0016  -0.0033
O  0.0004  -0.0003  -0.001
O  0.0003  -0.0001  0.0005
O  0.0001  0.0001  -0.002
O  0.0002  -0.0002  -0.0009
O  -0.0002  -0.0002  0.0002
O  -0.0002  0.0003  -0.0016
O  0.0013  0.0004  0.0028
O  -0.0001  -0.0005  -0.0018
O  0.0004  0.0005  0.0013
O  -0.0012  -0.0011  -0.0037
O  0.0001  -0.0008  0.0037
O  0.0008  0.0013  -0.0033
O  0.0001  -0.0003  0.0017
O  -0.0007  -0.0003  0.0021
O  -0.0001  -0.0004  0.0014
O  -0.0003  0  0.0012
O  0.0004  0.0008  0.0024
O  -0.0004  0.0005  -0.0004
O  -0.0001  -0.0019  -0.0016
O  -0.0002  -0.0003  0.0009
O  0.0009  0.0006  0.0011
O  -0.0006  -0.0012  -0.0041
O  0.0013  0.0019  0.0034
O  0.0002  -0.0009  0.0016
O  0.0011  0  -0.0013
O  -0.001  -0.0007  0.0055
O  0.0001  0.0002  0.001
O  0.0006  -0.0007  0.0007
O  -0.0003  0.0002  -0.0017
O  0.0004  -0.0002  0.0016
O  0.0003  -0.0005  -0.0011
O  -0.0005  -0.0004  0.0009
O  0  0.0002  -0.0002
O  -0.0002  0.0002  0.0002
O  0.002  0.001  0.0033
O  -0.0005  -0.0005  0.0015
O  0.0004  -0.0002  0.0008
O  0.001  -0.0005  -0.0035
O  0.0004  -0.0002  -0.0003
O  0.0001  0.0003  0
O  -0.0003  0.0018  -0.0011
O  -0.0013  -0.0002  -0.0016
O  0.0001  0.0004  0.0015
O  0.0001  0.0002  0.0009
O  -0.0012  -0.0007  0.0032
O  -0.0003  -0.0001  -0.001
O  0.0001  0.0007  -0.0006

The program warned: the cutoff lies below the one the program advises for these potential files; the exchange-correlation potential is rough where the density is thin.
